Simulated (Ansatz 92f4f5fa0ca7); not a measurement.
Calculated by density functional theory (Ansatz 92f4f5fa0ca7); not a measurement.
Periodic cell of 240 atoms, Si134O106, from a study of silicon, its oxide and their interface. The atomic structure is a simulated model.

Settings: functional PBE; potential files Ansatz PAW; basis plane waves; wave-function cutoff 700 eV; density cutoff ratio 5; exchange-correlation grid ratio 2; k mesh 2 x 2 x 1, shifted by 0.5 0.5 0.5 of a step; self-consistency stop 5e-08 eV per atom in the density residual; occupations Fermi-Dirac, 0.05 eV; spin none; net charge 0.

Cell vectors (angstrom)
a	11.5983	0	0
b	0	15.4644	0
c	-3.9977	-2.8271	24.6175

Atoms and the computed forces on them: element, x, y, z (angstrom), force x, y, z (eV/angstrom)
Si	0.7972	0.5233	1.5128	-0.1179	0.0776	0.0757
Si	3.4411	3.183	-0.286	0.4703	0.6163	-0.215
Si	1.7758	7.4455	-1.2127	0.0186	0.1808	0.0266
Si	-0.1047	12.9337	-1.0358	0.0097	0.0368	0.1759
Si	6.4211	-0.5401	0.4018	-0.0699	0.2231	-0.3643
Si	13.0735	4.2892	-0.9021	-0.1481	0.1357	-0.0851
Si	4.6786	7.7739	-0.3634	0.0064	0.1844	0.3621
Si	5.1332	12.1941	-1.7465	0.2271	0.018	-0.1433
Si	10.4489	0.3222	0.0921	0.2051	0.1122	-0.1376
Si	8.0752	4.7774	1.191	0.1482	0.0413	-0.2347
Si	6.6421	9.7798	-1.8301	-0.0629	-0.2791	-0.2574
Si	7.9565	11.6302	1.7651	0.373	-0.0674	-0.5955
Si	4.5545	0.288	1.6488	-0.0712	-0.0271	0.0162
Si	3.6536	4.0611	1.9531	0.2072	0.1778	0.1711
Si	3.8981	8.0703	1.8981	0.1621	0.0581	-0.2773
Si	3.9615	12.0191	1.8926	0.0794	-0.0993	0.1483
Si	8.4222	0.1924	1.4772	0.1614	-0.1109	-0.1368
Si	5.9016	4.7854	-0.8154	0.1231	0.3238	-0.2063
Si	11.7014	8.2208	-3.7522	-0.1532	-0.0327	-0.0699
Si	9.3102	10.8161	-0.8438	-0.2543	-0.3514	-0.1902
Si	2.8079	0.8304	0.154	0.0937	-0.9227	-0.0357
Si	12.8695	4.2755	2.0861	-0.4367	-0.1082	-0.165
Si	13.0698	8.0794	1.8168	-0.0436	-0.0877	-0.3841
Si	13.0214	12.0755	1.7452	-0.2412	0.2504	-0.4383
Si	4.4605	2.1568	3.121	-0.1357	0.0051	-0.004
Si	4.3548	6.1209	3.1244	-0.1478	0.0185	-0.2353
Si	4.396	10.04	3.1673	-0.0805	-0.0491	-0.1978
Si	4.4117	13.9433	3.1622	-0.1356	0.0438	0.2297
Si	8.3678	2.1076	2.9835	0.0024	0.515	-0.1152
Si	8.2479	7.0798	3.2245	-0.1256	-0.1173	-0.2193
Si	8.1996	9.6385	3.1685	0.0531	-0.1057	0.3615
Si	8.4218	13.7741	2.9568	-0.0584	-0.1487	0.3107
Si	12.2542	2.2602	3.1231	0.0577	-0.0398	0.0829
Si	12.278	6.2746	3.166	0.1559	0.2055	0.0608
Si	12.3064	10.0735	2.9163	0.0776	-0.1409	0.1065
Si	12.383	14.0158	2.9816	0.0577	0.2118	-0.0646
Si	2.5636	2.1644	4.5415	-0.0985	-0.0568	0.103
Si	2.5319	6.2181	4.6265	0.1215	-0.0726	0.174
Si	2.4742	10.0511	4.5278	0.1143	-0.1441	0.2234
Si	2.5307	14.0334	4.5671	0.1978	-0.0039	0.1147
Si	6.446	2.2515	4.3942	-0.1038	0.0318	0.103
Si	6.3344	6.2901	4.4377	-0.0397	0.0436	0.1027
Si	6.3324	10.0048	4.5491	-0.0863	-0.0398	0.0121
Si	6.4641	13.9361	4.3741	-0.1322	-0.0399	0.0457
Si	10.263	2.2318	4.4057	0.2018	-0.0393	0.0981
Si	10.2287	6.3443	4.387	0.1396	-0.1006	0.095
Si	10.2848	10.0189	4.322	0.0695	0.0685	-0.1406
Si	10.3798	13.9128	4.3215	-0.0236	-0.0714	-0.0264
Si	2.5364	0.3665	6.0648	-0.1403	0.0272	-0.1031
Si	2.5716	4.1804	5.7984	0.0092	-0.0125	-0.0548
Si	2.5313	8.1592	6.0204	-0.032	0.0835	-0.2313
Si	2.5128	12.0255	5.8164	-0.0515	-0.0399	0.0782
Si	6.4451	0.3581	5.871	0.1141	-0.0786	-0.079
Si	6.4083	4.2583	5.6767	0.195	-0.0367	-0.0342
Si	6.2695	8.1108	5.9572	-0.0177	0.121	-0.0155
Si	6.3809	12.0235	5.7645	0.0644	0.035	0.1122
Si	10.3475	0.3313	5.8363	-0.1042	-0.0296	-0.0541
Si	10.2472	4.2744	5.6555	-0.1601	0.0266	-0.0295
Si	10.2886	8.1838	5.8619	-0.0973	0.0618	0.1816
Si	10.3314	11.9742	5.664	0.0243	0.0679	0.2058
Si	4.5195	0.3826	7.3223	0.0403	0.0099	-0.0598
Si	4.5202	4.2145	7.1363	-0.0016	-0.0067	-0.1296
Si	4.4544	8.1459	7.4304	-0.026	0.0352	0.0586
Si	4.4496	11.995	7.1738	0.0651	0.0307	-0.1183
Si	8.4296	0.329	7.2394	-0.142	-0.0186	0.0576
Si	8.3147	4.2681	7.0424	-0.0692	-0.1217	-0.1278
Si	8.2722	8.1701	7.2362	0.0711	-0.0738	-0.0187
Si	8.3806	12.014	7.0359	-0.0246	0.1004	-0.166
Si	12.1761	0.3169	7.3881	0.0492	0.0165	0.0832
Si	12.196	4.2056	7.053	0.0576	-0.0003	-0.1671
Si	12.1542	8.1583	7.312	0.1037	-0.0058	0.0764
Si	12.1814	12.023	7.1757	-0.0483	-0.2141	-0.0863
Si	4.5501	2.3595	8.628	0.1229	0.0973	0.1823
Si	2.4773	5.8501	9.8357	-0.0504	-0.1676	0.4523
Si	4.4847	10.1641	8.7116	0.1757	0.0612	-0.1445
Si	4.4861	13.8792	8.6114	-0.1833	-0.2014	0.2611
Si	8.3837	2.3608	8.4738	0.0309	0.0758	-0.0455
Si	8.2631	6.1381	8.4944	-0.0609	-0.0152	0.0094
Si	8.2335	10.1908	8.5099	-0.0318	0.0038	-0.1413
Si	6.46	13.3766	9.7806	0.0647	0.6985	0.2305
Si	12.2469	2.3712	8.5675	-0.1102	0.1274	0.0839
Si	12.1681	6.0979	8.4711	-0.0069	0.0107	-0.0546
Si	12.1422	10.1418	8.626	-0.0005	0.068	-0.1934
Si	12.1585	13.8054	8.7583	0.0414	-0.0154	0.0157
Si	2.5908	2.7508	9.9343	-0.1007	0.1513	0.4129
Si	4.4599	6.0756	8.5953	0.0774	-0.0427	0.0202
Si	2.5086	10.3714	9.9501	-0.0439	0.6122	0.0622
Si	2.5641	13.5112	10.059	0.06	0.3371	0.1411
Si	6.5397	2.5679	9.9462	0.1001	-0.0037	0.312
Si	6.3838	5.6858	9.9266	0.0458	0.045	0.4181
Si	6.4222	10.9898	9.8789	0.0837	-0.5799	0.2925
Si	8.4377	13.8146	8.6013	0.0535	-0.0268	-0.1667
Si	10.2954	3.0941	9.6263	0.0305	-0.5205	0.1034
Si	10.2122	5.4421	9.5532	-0.0058	0.4798	0.16
Si	10.1272	10.6834	9.7693	-0.1174	-0.6391	0.2372
Si	10.2597	13.0268	9.9886	-0.0075	0.4948	0.4148
Si	-3.3799	11.9279	14.9314	-0.0599	0.2238	0.1032
Si	3.1094	0.424	12.1007	-0.0594	-0.0809	0.0135
Si	9.89	7.9554	14.8797	-0.1192	-0.2472	0.2025
Si	8.3055	5.3474	14.1386	0.1262	0.039	0.1247
Si	0.1108	-3.1763	20.0426	0.0837	0.0461	-0.1852
Si	11.2386	3.9662	17.2114	-0.0375	-0.0057	-0.1261
Si	1.6592	1.5394	17.7099	0.0231	-0.0657	-0.1372
Si	7.8773	-0.4878	14.7586	0.2116	-0.2085	0.1452
Si	0.6788	4.2597	14.4585	0.0004	-0.1001	0.2102
Si	10.9694	9.7035	12.4144	-0.0917	0.1074	0.3419
Si	4.5339	-3.8007	19.6873	0.0127	0.028	-0.2619
Si	8.3154	4.8349	17.1443	-0.0947	0.0897	-0.1451
Si	10.212	4.351	12.1642	-0.1006	0.0052	0.38
Si	6.2551	7.1043	12.7959	-0.0254	0.0146	0.3919
Si	6.5043	10.034	12.9855	-0.1008	-0.017	0.2001
Si	10.9966	-0.6079	14.8785	-0.1019	0.044	0.0424
Si	6.9288	3.1411	19.0174	0.0015	0.1313	-0.0022
Si	2.8503	8.8227	16.7571	-0.0118	0.0643	-0.036
Si	2.0156	8.5985	11.4538	0.1593	-0.2558	0.158
Si	7.9103	7.4646	18.6423	0.0797	-0.117	0.0076
Si	6.9002	16.1486	17.4896	0.1949	-0.1276	-0.0992
Si	10.784	-2.8974	13.073	-0.0446	0.0771	0.3037
Si	6.3082	0.1646	12.0263	0.1198	-0.0021	0.0753
Si	5.5331	9.1447	18.2952	-0.0315	0.0227	-0.0603
Si	4.7475	2.2536	22.9744	0.0522	0.1779	-0.0659
Si	1.6913	1.458	14.652	-0.3455	0.1339	0.1377
Si	0.4037	-1.3622	17.7254	-0.1239	-0.0001	-0.091
Si	5.0709	5.4176	22.302	0.1266	-0.1812	-0.2375
Si	0.7578	6.5446	16.3158	0.0172	-0.0231	-0.0781
Si	2.4629	-3.5185	21.8944	-0.1249	-0.1537	-0.2559
Si	8.0706	9.6408	16.8303	0.0762	0.1713	-0.0196
Si	5.9648	-1.0251	19.6129	0.0054	0.0384	-0.0602
Si	10.1448	-4.3621	22.4396	0.1058	0.0211	-0.2304
Si	4.5486	1.4651	18.7557	0.0016	0.0344	0.0281
Si	1.8982	9.6627	25.1422	-0.0493	-0.0457	-0.0881
Si	6.7056	-0.1158	22.4454	-0.193	0.1793	-0.1756
Si	3.971	8.7393	13.7734	0.2484	-0.0123	0.1458
Si	1.8651	11.4706	17.9254	0.0441	-0.0372	-0.1301
O	12.1547	3.4251	-1.952	0.0795	-0.0068	0.0551
O	1.0578	7.8674	0.1979	0.1181	0.0293	0.2687
O	3.3257	8.0014	-1.2811	-0.0294	-0.074	-0.005
O	0.7054	12.2914	0.2361	0.186	-0.0871	0.2683
O	2.7235	-0.3254	-1.0872	-0.0065	0.374	0.201
O	5.1903	6.255	-0.708	0.0929	-0.193	0.0025
O	5.9074	8.8387	-0.6948	-0.1319	-0.086	0.125
O	-1.1839	11.7921	-1.5726	0.1011	0.0683	0.0009
O	6.5672	4.4311	0.649	-0.1317	-0.0257	0.0387
O	12.2325	4.3236	0.5198	0.2435	-0.0233	0.1796
O	7.5417	8.7244	-2.74	-0.0757	0.1934	0.1775
O	9.2545	11.3164	0.7035	-0.3271	0.1994	0.3664
O	4.8126	3.6272	-1.2042	-0.2864	-0.2072	0.2108
O	8.5237	3.6199	2.2265	-0.0757	-0.2245	0.2117
O	8.1413	6.3106	1.7508	-0.0495	-0.0538	0.2455
O	0.7049	11.123	19.0353	-0.0416	0.0426	0.1034
O	13.3231	5.8277	-1.4367	-0.027	-0.1982	0.026
O	0.956	8.1974	-2.3852	-0.0051	-0.0128	0.0582
O	9.5958	9.194	-1.0544	0.0185	0.1722	0.0788
O	6.4258	9.6688	16.9998	-0.0201	-0.0344	0.0198
O	3.5522	12.6657	-1.8484	0.067	-0.0259	0.1189
O	3.941	-3.5604	21.1936	-0.0446	0.0583	0.1093
O	6.7479	-0.9311	21.0377	0.0069	-0.0212	0.0512
O	11.0084	-1.077	16.4534	0.0911	-0.0352	0.0695
O	9.0911	4.8125	-0.0758	0.0023	-0.0805	0.153
O	5.4069	10.691	-2.424	-0.0196	0.114	0.0775
O	10.3643	1.624	-0.974	-0.0457	-0.2653	0.1521
O	5.617	1.1096	22.2113	0.0892	-0.1447	0.1376
O	7.1363	4.8568	-1.9079	-0.2566	-0.0939	0.1617
O	10.1091	8.5395	-3.5336	0.0469	0.0251	0.0939
O	4.014	8.7486	17.8867	0.0055	-0.0168	0.0514
O	7.7452	10.93	-1.3824	0.1558	0.0922	0.1361
O	-0.9404	14.307	-0.6657	-0.0858	0.1735	0.0648
O	2.6127	1.7132	11.2256	-0.0226	0.1287	-0.1382
O	2.5821	11.9511	10.6303	-0.1013	-0.6405	-0.2398
O	2.5238	4.3226	10.5706	-0.0392	-0.0434	-0.628
O	2.407	7.0637	10.9787	0.0114	0.1385	-0.1333
O	1.9857	10.219	16.8794	0.0072	-0.0084	0.0519
O	0.5186	2.7317	17.8703	0.0026	-0.0142	0.0825
O	1.3349	5.6563	15.0361	-0.0936	0.0244	-0.0077
O	6.8113	1.4998	11.2038	-0.0835	0.0896	-0.2875
O	11.6382	-1.7807	13.921	0.0064	-0.0553	-0.1361
O	0.401	8.6841	11.6801	0.0429	-0.0573	-0.0931
O	6.3192	6.7259	11.2167	-0.0008	-0.1747	-0.2407
O	6.6289	10.5634	11.4682	-0.0245	0.2359	-0.3839
O	9.675	4.0802	17.712	0.1186	0.0223	0.0161
O	6.6031	14.2357	11.2243	-0.0157	-0.2707	-0.2217
O	7.027	0.0442	13.4853	-0.1624	0.0771	-0.3274
O	10.2802	-2.1901	11.6739	-0.0312	-0.1225	-0.4549
O	2.6026	8.8805	12.9437	-0.1935	-0.0672	-0.1144
O	9.8162	9.9921	11.2908	0.0004	0.2081	-0.2652
O	-4.3649	11.0006	14.0471	-0.0452	-0.113	-0.1242
O	7.5567	15.9293	16.0381	-0.0364	0.0877	-0.0091
O	3.5981	8.7563	15.3335	0.0266	-0.0159	-0.1172
O	6.9555	14.7614	18.3501	-0.0576	0.048	0.0877
O	9.5717	-3.3467	14.0685	0.0922	-0.0178	-0.1078
O	8.6116	8.931	18.2491	-0.0839	-0.0941	-0.0027
O	8.309	6.4498	17.413	-0.0111	0.0086	0.0398
O	11.2007	3.7349	15.5866	0.0122	0.0423	0.0109
O	4.73	7.3573	13.3309	-0.0276	-0.0078	-0.1286
O	10.1379	5.7004	11.2168	0.0246	-0.3771	-0.2305
O	5.3324	1.185	17.3238	-0.0606	0.0031	0.0745
O	4.7158	0.3492	12.2085	-0.0838	0.0043	-0.0102
O	-0.494	7.5108	15.8856	0.0001	0.0008	-0.0506
O	6.478	4.1314	10.5682	0.05	0.0772	-0.4938
O	0.3434	5.4373	17.4644	-0.0465	-0.0189	0.0373
O	9.4609	-0.3366	14.4238	-0.0309	0.009	-0.0544
O	10.2975	2.9405	11.3143	-0.0177	0.3629	-0.2898
O	8.8628	4.2593	13.0718	0.0575	0.0058	-0.1088
O	8.6533	8.6798	15.6526	0.0181	-0.0231	-0.0265
O	5.4105	10.291	19.4695	-0.0396	0.0535	0.1043
O	11.6248	11.1811	12.7881	0.0825	-0.0951	-0.1523
O	1.8983	7.5172	16.9233	0.0371	0.0238	0.0729
O	1.3567	-2.6828	21.006	0.0708	0.0518	0.107
O	0.1894	0.7975	14.6665	0.1538	0.0562	-0.045
O	2.2361	1.4133	16.1855	0.0172	0.0124	0.0022
O	2.979	1.8688	18.6274	0.0034	0.0147	0.0242
O	2.5865	0.5779	13.6371	0.1476	-0.0855	-0.3028
O	1.7245	3.0339	14.2014	0.0305	-0.0791	-0.0353
O	-4.0511	13.4099	15.1446	0.0213	0.0383	-0.0401
O	9.3618	6.5865	14.1839	0.0128	0.0553	-0.0368
O	-0.3695	-1.9313	19.0693	0.0787	-0.0573	0.0666
O	10.4159	9.005	13.7669	0.0959	0.139	-0.2651
O	7.6815	1.809	18.4133	-0.07	-0.0058	0.0303
O	5.4945	-2.5448	19.3672	-0.0107	-0.0638	0.0395
O	8.4904	11.1788	16.3855	0.0018	-0.1003	-0.0018
O	7.0862	8.5005	13.0411	0.0155	-0.0161	-0.1126
O	2.5565	-0.9529	11.3982	-0.0209	-0.1262	-0.2852
O	8.343	6.6244	19.981	0.0056	0.021	0.0189
O	8.1908	4.5822	15.555	0.0114	0.0163	0.0018
O	8.6152	-4.9559	22.4477	-0.0425	0.008	0.041
O	-1.1133	-3.7527	20.9451	-0.1166	-0.0902	0.2218
O	1.4613	12.9211	17.2492	0.0267	0.0017	0.0604
O	-0.0552	4.5526	13.0615	-0.0097	0.0249	-0.0803
O	6.31	7.8008	18.8222	-0.002	0.0615	0.01
O	1.0743	0.0732	18.1399	0.0277	0.0259	0.0519
O	5.9953	13.2142	-2.6886	-0.0645	-0.0046	0.0348
O	11.7564	6.6985	-4.3899	0.0092	-0.0283	0.0283
O	4.9329	10.0076	13.4274	-0.0496	-0.0111	-0.094
O	6.9469	4.2491	17.815	0.0343	-0.0458	0.0043
O	4.7165	0.0616	19.6056	-0.0045	0.03	-0.0181
O	6.5127	-0.0559	-1.2243	-0.0039	-0.1033	0.3785
O	5.3912	2.721	19.4474	-0.0175	-0.0964	-0.0314
O	6.8463	5.9044	13.7141	-0.0773	0.0165	-0.1914
O	3.3179	-3.8037	18.6146	0.0216	0.015	0.0639
O	5.1187	3.8115	22.6107	-0.0108	-0.0617	0.118

Results
free energy: -145488.280 eV
free energy less fixed offsets of O -569.03, Si -635.61 eV per atom: 0.640 eV
pressure: -1.35 GPa
stress xx, yy, zz, yz, xz, xy (GPa, positive in tension): 0.8, 2.8, 0.45, 0.03, -0.05, -0.12

The program warned: the cutoff lies below the one the program advises for these potential files.
